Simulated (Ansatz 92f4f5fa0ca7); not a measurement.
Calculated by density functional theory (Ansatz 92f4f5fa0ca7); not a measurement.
Periodic cell of 223 atoms, Si132O89H2, from a study of silicon, its oxide and their interface. The atomic structure is a simulated model.
Doubt: the cutoff is far below the 930 eV that the study's wrapper takes by default for these files, so forces and energies are approximate.
This geometry differs little from another in the collection (a relaxation step or a small displacement).

Settings: functional PBE; potential files Ansatz PAW; basis plane waves; wave-function cutoff 580 eV; density cutoff ratio 5; exchange-correlation grid ratio 1; k mesh 1 x 1 x 1, Gamma-centred; self-consistency stop 5e-08 eV per atom in the density residual; occupations fixed; spin none; net charge 0.

Cell vectors (angstrom)
a, 10.938, 0, 0
b, 0, 10.938, 0
c, 0, 0, 32.7547

Atoms: element, x, y, z (angstrom)
Si, -0.0345, 0.2392, 25.1622
Si, 5.7266, -0.187, 25.2086
Si, 2.4131, 2.954, 25.3088
Si, 8.5583, 2.4153, 25.081
Si, 0.3462, 5.3259, 25.315
Si, 5.1829, 5.7962, 25.2971
Si, 3.0246, 7.9846, 25.6735
Si, 7.921, 8.4726, 25.268
Si, 1.3349, 1.4052, 26.6843
Si, 6.9382, 1.3694, 26.5011
Si, 4.1236, 4.0755, 26.5293
Si, 9.5805, 4.1116, 26.4558
Si, 1.4301, 6.7585, 26.8121
Si, 6.8151, 6.8806, 26.6145
Si, 4.2338, 9.6496, 26.7112
Si, 9.6403, 9.5803, 26.4721
Si, 2.7421, 0.0209, 27.9844
Si, 8.2578, -0.0203, 27.9273
Si, -0.0602, 2.7772, 27.981
Si, 5.512, 2.7085, 27.8981
Si, 2.8153, 5.3739, 28.0419
Si, 8.2107, 5.458, 27.9068
Si, -0.014, 8.2065, 27.9612
Si, 5.4983, 8.2045, 28.0423
Si, 4.1018, 1.3673, 29.3364
Si, 9.5708, 1.3673, 29.3364
Si, 1.3673, 4.1018, 29.3364
Si, 6.8362, 4.1018, 29.3364
Si, 4.1018, 6.8362, 29.3364
Si, 9.5708, 6.8362, 29.3364
Si, 1.3673, 9.5708, 29.3364
Si, 6.8362, 9.5708, 29.3364
Si, 0, 0, 30.7037
Si, 5.469, 0, 30.7037
Si, 2.7345, 2.7345, 30.7037
Si, 8.2035, 2.7345, 30.7037
Si, 0, 5.469, 30.7037
Si, 5.469, 5.469, 30.7037
Si, 2.7345, 8.2035, 30.7037
Si, 8.2035, 8.2035, 30.7037
Si, 1.3673, 1.3673, 32.0709
Si, 6.8362, 1.3673, 32.0709
Si, 4.1018, 4.1018, 32.0709
Si, 9.5708, 4.1018, 32.0709
Si, 1.3673, 6.8362, 32.0709
Si, 6.8362, 6.8362, 32.0709
Si, 4.1018, 9.5708, 32.0709
Si, 9.5708, 9.5708, 32.0709
Si, 2.7345, 0, 0.6835
Si, 8.2035, 0, 0.6835
Si, 0, 2.7345, 0.6835
Si, 5.469, 2.7345, 0.6835
Si, 2.7345, 5.469, 0.6835
Si, 8.2035, 5.469, 0.6835
Si, 0, 8.2035, 0.6835
Si, 5.469, 8.2035, 0.6835
Si, 4.1018, 1.3673, 2.0507
Si, 9.5708, 1.3673, 2.0507
Si, 1.3673, 4.1018, 2.0507
Si, 6.8362, 4.1018, 2.0507
Si, 4.1018, 6.8362, 2.0507
Si, 9.5708, 6.8362, 2.0507
Si, 1.3673, 9.5708, 2.0507
Si, 6.8362, 9.5708, 2.0507
Si, 0, 0, 3.418
Si, 5.469, 0, 3.418
Si, 2.7345, 2.7345, 3.418
Si, 8.2035, 2.7345, 3.418
Si, 0, 5.469, 3.418
Si, 5.469, 5.469, 3.418
Si, 2.7345, 8.2035, 3.418
Si, 8.2035, 8.2035, 3.418
Si, 1.3583, 1.3504, 4.801
Si, 6.8447, 1.3582, 4.7865
Si, 4.1317, 4.0843, 4.7135
Si, 9.576, 4.1123, 4.8119
Si, 1.3507, 6.8506, 4.7654
Si, 6.789, 6.8689, 4.8193
Si, 4.088, 9.5339, 4.8528
Si, 9.4796, 9.6581, 4.7143
Si, 2.6577, -0.0972, 6.2123
Si, 8.1348, -0.0042, 6.2234
Si, -0.0063, 2.7374, 6.1899
Si, 5.4834, 2.7291, 6.1052
Si, 2.7432, 5.4202, 6.0328
Si, 8.1928, 5.497, 6.1494
Si, -0.1233, 8.2637, 5.9746
Si, 5.3759, 8.153, 6.325
Si, 3.8738, 1.5509, 7.3374
Si, 9.7829, 1.1548, 7.4894
Si, 1.683, 3.8529, 7.4119
Si, 6.6627, 4.2999, 7.4491
Si, 4.251, 6.3778, 7.5505
Si, 9.2817, 7.1843, 7.3695
Si, 0.9306, 9.7103, 7.4712
Si, 6.9718, 9.3532, 7.608
O, 1.3937, 4.1543, 24.7589
O, 6.8094, 9.5883, 24.7034
O, 2.782, 2.6894, 7.831
O, 8.1498, 8.2441, 7.9926
O, 5.4954, 5.3574, 7.9363
O, -0.0687, -0.0007, 7.9621
O, 4.0311, 6.9199, 24.9217
O, 9.7358, 1.315, 24.7156
O, 1.1508, 8.7683, 8.8285
O, 1.4051, 4.6237, 8.8466
O, 9.2689, 1.8649, 8.8873
O, 6.3349, 9.9751, 9.0238
O, 4.5396, 0.9631, 8.7115
O, 3.424, 6.4673, 8.9942
O, 7.4157, 3.7868, 8.8251
O, 10.2609, 6.7171, 8.6194
O, 2.8, 2.0056, 24.0068
O, 5.0144, 0.5062, 23.8742
O, 7.9662, 2.7791, 23.5682
O, 10.8018, 6.2738, 24.0468
O, 8.5136, 7.6864, 23.9507
O, 2.1819, 8.8314, 24.5896
O, 5.7374, 5.3414, 23.8146
O, 0.78, 10.7919, 23.755
Si, 2.8882, 9.4627, 18.18
Si, 4.0833, 5.2667, 19.9231
Si, -1.3608, 4.0157, 19.7259
Si, 4.0991, 1.6315, 23.0959
Si, 12.6544, -1.3985, 23.2396
Si, 12.0807, -3.8376, 16.7586
Si, -0.0491, 8.1403, 21.1654
Si, 15.8917, -3.771, 15.047
Si, 3.5763, 4.0223, 12.3459
Si, -5.5541, 10.3358, 14.5521
Si, 7.5262, -1.8077, 17.6585
Si, 6.0602, 4.5935, 13.8679
Si, 7.902, 10.9487, 13.0984
Si, 0.2342, -3.294, 9.6201
Si, -1.1127, 9.2759, 11.8762
Si, -1.5529, 10.2617, 19.5201
Si, 2.3426, -4.9611, 14.2504
Si, 1.1484, -0.192, 12.9843
Si, 3.8565, 0.7629, 12.2258
Si, 5.3733, 4.4841, 22.482
Si, 2.7209, 1.4037, 17.3735
Si, 8.3259, 2.9159, 12.7099
Si, 5.1456, 7.4416, 17.9722
Si, 5.6861, 0.3905, 9.6979
Si, 5.1146, 2.4742, 18.7919
Si, -0.3854, 1.7574, 17.7321
Si, -0.8049, 1.3898, 14.5653
Si, 0.9917, 5.8655, 19.4039
Si, 6.5211, 0.0354, 19.796
Si, 9.4445, 6.5962, 23.184
Si, 8.1704, 3.8285, 22.3273
Si, 13.2371, 5.5916, 9.8253
Si, 5.1191, 2.1797, 15.8897
Si, 3.7141, -0.422, 21.0165
Si, 0.3963, 8.0766, 14.0744
Si, 8.0434, 2.5643, 9.6968
O, 4.9133, 11.1144, 11.1249
O, 6.6713, -0.8568, 13.6198
O, 2.527, 5.3104, 19.4682
O, 1.2327, 1.9907, 17.6545
O, 0.1473, -3.068, 15.6913
O, 4.6895, 6.6918, 16.5966
O, -5.6215, -0.7107, 20.6638
O, 2.0174, 6.0244, 15.8607
O, 5.067, 4.6469, 12.5728
O, 1.253, 6.6823, 10.4567
O, 6.1362, 1.628, 19.7372
O, 6.7404, -3.2095, 17.9033
O, -0.7664, 0.4365, 18.6135
O, 3.0466, 9.7588, 22.3095
O, 0.7749, 8.4822, 22.4942
O, 7.424, 1.5387, 12.7818
O, 9.0801, 0.1409, 14.2628
O, 9.1085, 3.2535, 21.1135
O, 3.6737, 1.1328, 21.5846
O, 3.7713, 2.3997, 12.2643
O, 6.7448, 4.2388, 21.6401
O, 10.996, 4.7341, 20.084
O, 3.4731, 2.0965, 16.0827
O, 5.6737, 0.6502, 15.5902
O, 2.7762, -0.8883, 19.7302
O, 4.1905, 0.0358, 13.6455
O, 6.1229, 6.1063, 14.5275
O, 0.4578, 6.1337, 17.8757
O, 2.6333, -0.2172, 17.1685
O, 5.7907, 2.6221, 17.3127
O, 1.4072, -1.5843, 13.8183
O, -0.8627, 8.3511, 10.5873
O, -0.0434, -0.4408, 11.9119
O, 13.9154, 4.6574, 10.9724
O, 5.5168, 3.3624, 14.8352
O, 7.7839, -1.6675, 16.0694
O, 4.8579, 3.9534, 19.37
O, 8.7332, 5.1605, 23.048
O, 3.6841, 6.8887, 14.0646
O, -1.2623, 7.1838, 21.679
O, 8.0665, -0.1176, 20.3648
O, -0.9827, -2.5782, 13.2447
O, 4.8425, -4.3819, 19.2923
O, -6.672, 5.253, 21.5503
O, 8.9224, 9.0792, 18.4953
O, 0.6981, 0.9525, 14.0863
O, 4.8956, 3.0219, 22.9613
O, 10.4305, -1.3665, 20.5423
O, 0.916, 7.2931, 20.1771
O, -5.8528, 8.8136, 15.0963
O, 8.4017, -0.8734, 11.8154
O, 7.5531, 4.1954, 13.3488
O, -4.304, -0.558, 18.2712
O, 1.9188, 8.2592, 17.6355
O, 10.0466, 1.6625, 16.1692
O, 4.3867, 8.8713, 18.0748
O, 13.2708, -10.6729, 11.9822
O, 6.8708, 1.4685, 9.9351
O, 1.0944, -4.2263, 13.4951
O, 2.6048, 4.491, 13.6075
O, 9.6602, 2.6625, 13.6388
O, 8.6255, 3.1457, 11.1186
O, 3.6774, 1.6962, 18.6744
O, -1.1257, 2.988, 18.4777
H, 8.4314, -1.0352, 15.71
O, -2.4036, 5.1837, 19.2841
H, -3.3314, 4.9794, 19.1391

Results
free energy: -134561.917 eV
free energy less fixed offsets of H -15.97, O -568.88, Si -635.61 eV per atom: 0.863 eV

Forces (eV/angstrom), in the order of the atoms: element, x, y, z
Si, 0.0094, 0.0135, 0.078
Si, -0.0267, 0.0097, -0.0271
Si, -0.028, -0.0149, -0.0454
Si, -0.0454, 0.0076, -0.0944
Si, -0.024, 0.0131, -0.0625
Si, 0.0218, -0.0011, -0.1134
Si, -0.0397, 0.0496, 0.0244
Si, -0.0246, -0.0171, -0.0883
Si, -0.0238, -0.0102, -0.0144
Si, 0.0182, -0.0105, 0.0098
Si, -0.0006, -0.0221, 0.0065
Si, 0.0088, 0.0121, 0.0164
Si, -0.0049, 0.0384, 0.0073
Si, 0.0145, -0.0024, 0.0149
Si, -0.0191, -0.008, 0.0278
Si, 0.0313, 0.0024, -0.0033
Si, 0.0057, -0.0046, 0.0088
Si, -0.0203, -0.0065, -0.0106
Si, 0.0243, -0.0198, -0.0198
Si, 0.0018, -0.0044, 0.0278
Si, -0.0262, -0.0172, 0.0247
Si, 0.0046, -0.0124, 0.0134
Si, -0.0146, 0.0057, 0.0135
Si, 0.0107, 0.0311, 0.0213
Si, 0.2215, 0.204, -0.1386
Si, -0.1675, 0.0166, 0.0598
Si, -0.0955, -0.2795, 0.3448
Si, 0.0467, -0.0425, -0.4294
Si, 0.1075, -0.1045, 0.4176
Si, -0.1581, -0.0538, -0.2264
Si, -0.0584, 0.0046, -0.1037
Si, 0.5266, 0.1487, 0.2138
Si, 0.0444, 0.0649, -0.0107
Si, 0.0499, 0.0677, -0.0308
Si, -0.076, -0.0083, 0.0151
Si, -0.0279, -0.0832, -0.0123
Si, 0.0645, 0.0411, -0.0359
Si, 0.0185, 0.107, 0.0121
Si, -0.0412, -0.0511, -0.0251
Si, -0.0228, 0.0448, 0.0169
Si, 0.0669, -0.0362, -0.0016
Si, -0.0154, 0.0316, -0.0077
Si, -0.0266, -0.0014, -0.0283
Si, 0.0354, 0.0197, -0.0394
Si, -0.0385, 0.0032, -0.003
Si, 0.0234, -0.0234, 0.0024
Si, -0.0011, -0.0466, -0.0362
Si, 0.0227, -0.0547, -0.0185
Si, -0.009, 0.0018, 0.0137
Si, -0.028, 0.0341, 0.0222
Si, -0.044, 0.0164, -0.0075
Si, 0.007, -0.0331, 0.0284
Si, 0.0271, 0.0173, 0.0279
Si, 0.0093, -0.0073, 0.0088
Si, 0.0189, 0.0361, 0.0419
Si, -0.041, 0.0355, 0.0002
Si, -0.1092, -0.0274, 0.0164
Si, 0.1374, 0.0404, -0.0402
Si, -0.031, -0.042, 0.0094
Si, 0.0313, 0.0807, 0.0171
Si, 0.0101, -0.0167, -0.0015
Si, -0.0275, -0.0508, 0.0421
Si, 0.0175, -0.0195, 0.0482
Si, -0.041, -0.1415, -0.0371
Si, -0.103, 0.3589, -0.2878
Si, -0.1225, -0.229, 0.3323
Si, -0.0548, -0.3177, -0.1423
Si, 0.1421, 0.024, 0.1381
Si, -0.0181, -0.0609, -0.0107
Si, 0.2001, 0.2514, -0.2621
Si, 0.0923, 0.0179, 0.0563
Si, -0.4901, 0.0564, -0.1421
Si, 0.0351, 0.0104, 0.014
Si, -0.015, 0.0047, 0.0101
Si, -0.0071, -0.0219, 0.0075
Si, -0.0157, 0.0084, -0.0306
Si, -0.0357, 0.0353, 0.005
Si, -0.0175, -0.0017, -0.0038
Si, 0.0198, 0.0282, -0.0357
Si, -0.0077, 0.0011, 0
Si, -0.058, 0.0341, 0.0006
Si, 0.0447, 0.0031, -0.0049
Si, 0.0169, -0.04, -0.0048
Si, -0.0122, 0.0496, -0.0261
Si, -0.0069, -0.0466, 0.009
Si, -0.0526, -0.0295, -0.0039
Si, 0.0354, -0.0149, -0.0265
Si, 0.0415, -0.0371, 0.0316
Si, -0.0982, 0.12, 0.1587
Si, 0.0029, -0.0108, 0.0583
Si, 0.1425, 0.0229, 0.0868
Si, -0.0307, 0.0227, 0.0492
Si, -0.005, -0.0673, 0.0931
Si, 0.0558, 0.0523, 0.0409
Si, -0.0104, -0.0185, 0.038
Si, -0.0219, -0.0176, 0.0292
O, 0.0205, -0.0343, 0.0265
O, 0.0479, -0.0265, 0.0308
O, 0.0426, -0.1012, -0.0533
O, -0.0099, -0.0233, -0.0119
O, 0.0206, 0.0298, -0.0248
O, -0.0049, 0.0219, -0.0298
O, 0.0339, -0.0321, -0.0057
O, -0.0146, 0.0208, -0.0082
O, 0.0007, 0.0234, -0.0163
O, -0.0223, -0.0306, -0.0471
O, 0.0086, -0.02, -0.0236
O, 0.0288, -0.0243, -0.0314
O, -0.001, 0.017, -0.0828
O, 0.0391, 0.021, -0.0564
O, -0.0261, 0.0196, -0.0418
O, -0.0283, -0.0269, -0.0106
O, -0.0164, 0.023, 0.0195
O, 0.0228, -0.0256, 0.0104
O, 0.0273, -0.0144, 0.0757
O, 0.008, -0.0162, 0.0295
O, -0.0032, -0.0031, 0.0111
O, -0.0328, 0.0278, -0.0421
O, -0.0013, 0.0152, 0.0674
O, -0.0211, 0.0032, -0.0125
Si, 0.0041, -0.0098, -0.0327
Si, -0.0025, 0.0158, -0.0076
Si, 0.0065, -0.0087, -0.0158
Si, 0.0046, 0.0193, 0.0458
Si, -0.0052, -0.0527, 0.0186
Si, 0.0048, 0.0016, -0.0141
Si, 0.0136, 0.0035, 0.0106
Si, 0.0033, 0.002, -0.0005
Si, 0.0048, 0.0064, -0.02
Si, 0.0016, -0.0103, 0.0147
Si, 0.0011, 0.0035, -0.0159
Si, -0.0138, 0.0135, 0.0019
Si, 0.0018, -0.0038, -0.0009
Si, -0.0012, 0.0197, -0.0388
Si, 0.0043, 0.0156, -0.0117
Si, -0.005, 0.01, -0.0253
Si, 0.0067, 0.0069, 0.0131
Si, -0.0044, 0.005, -0.0041
Si, -0.0079, 0.0061, -0.0059
Si, -0.0054, 0.0156, 0.0232
Si, -0.0094, 0.0061, -0.0234
Si, 0.0027, -0.0006, 0.0055
Si, 0.0006, 0.0082, -0.0283
Si, -0.0643, 0.0111, -0.0372
Si, -0.0022, -0.002, -0.0252
Si, 0.0044, -0.0042, -0.0124
Si, 0.0004, -0.0057, 0.0011
Si, 0.0085, -0.0109, -0.0211
Si, 0.015, -0.0064, -0.0253
Si, -0.037, -0.0085, 0.0572
Si, 0.0157, 0.0093, 0.0204
Si, 0.0215, -0.0259, -0.0716
Si, -0.0122, -0.0079, -0.0068
Si, 0.0139, -0.0042, -0.0061
Si, 0.001, -0.0077, 0.0067
Si, 0.0157, 0.0015, -0.0241
O, 0.0253, 0.0015, -0.0145
O, 0.0034, -0.0072, 0.0015
O, -0.0091, -0.0027, 0.0061
O, 0.0107, -0.0005, 0.0115
O, -0.004, 0.0026, -0.0019
O, 0.0001, 0.0065, 0.0074
O, -0.0089, -0.0047, 0.0062
O, -0.0021, -0.0024, 0.0009
O, 0.0022, -0.0039, 0.0106
O, -0.0104, 0.0069, 0.0231
O, -0.0021, 0.0028, 0.0129
O, -0.0002, -0.0033, 0.012
O, 0.0016, -0.0082, 0.014
O, -0.0159, -0.0218, 0.0068
O, 0.0202, 0.0254, -0.0031
O, -0.0063, 0.0056, 0.0053
O, -0.0031, 0.0038, -0.0098
O, -0.0181, 0, 0.0187
O, -0.0149, 0.0099, -0.0118
O, 0.002, -0.0013, 0.0118
O, 0.0086, 0.0003, -0.0143
O, -0.0133, -0.0003, -0.0011
O, 0.004, 0, 0.0124
O, 0.0047, 0.0014, 0.0026
O, -0.0037, 0.009, 0.0206
O, -0.0099, 0.0051, 0.0046
O, 0.0043, -0.0174, 0.0006
O, -0.0002, -0.0021, 0.0155
O, -0.0016, 0.0023, 0.012
O, 0, 0.0056, 0.0157
O, 0.0022, 0.0025, 0.0054
O, 0.0056, -0.0059, 0.0069
O, -0.0004, -0.0066, 0.0054
O, -0.006, 0.0061, 0.0181
O, 0.0058, 0.0048, -0.0006
O, -0.0252, -0.0194, 0.0197
O, 0.0063, -0.01, 0.0095
O, 0.0275, 0.0158, -0.0192
O, -0.0045, -0.0037, 0.0007
O, 0.0013, 0.0077, -0.0028
O, 0.0022, 0.0025, 0.003
O, -0.0115, 0.0019, 0.0034
O, 0.0027, -0.0078, 0.0165
O, 0.0089, 0.0024, -0.0058
O, 0.005, -0.0049, 0.0181
O, 0.0117, -0.0033, -0.0003
O, -0.0043, -0.0171, -0.0158
O, 0.0094, -0.0164, 0.012
O, -0.0096, 0.0251, 0.02
O, -0.0044, 0.007, 0.0073
O, -0.0024, -0.0065, -0.0006
O, 0.0062, -0.0055, 0.0017
O, -0.0041, 0.0026, 0.0158
O, -0.0073, -0.0024, 0.0128
O, -0.0059, -0.0022, -0.0022
O, 0.004, 0.0003, 0.013
O, -0.0086, 0.0004, 0.0027
O, 0.0078, 0.0086, 0.034
O, -0.0029, -0.0016, 0.0004
O, -0.0023, -0.0078, 0
O, -0.0054, 0.0097, -0.0041
O, -0.0101, -0.0022, -0.0095
O, 0.0063, 0.0053, 0.0129
O, -0.0056, 0.0112, 0.018
H, 0.0179, 0.0146, -0.009
O, 0.315, 0.0813, 0.0122
H, -0.3136, -0.0695, -0.015

The program warned: the cutoff lies below the one the program advises for these potential files; the exchange-correlation potential is rough where the density is thin.
